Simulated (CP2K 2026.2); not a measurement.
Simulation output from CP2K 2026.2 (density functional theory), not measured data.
Periodic cell of 504 atoms, Si360O144, from a study of silicon, its oxide and their interface. The atomic structure is a simulated model.
Doubt: the forces sum to 1.51 eV/angstrom along one axis rather than to zero, so they err by at least 0.0030 eV/angstrom per atom on average; the grid cutoff is modest.

Settings
functional: PBE
method: Gaussian and plane waves
basis set: DZVP-MOLOPT-SR-GTH
pseudopotentials: GTH-PBE
grid cutoff: 350 Ry, relative cutoff 50 Ry
k points: Gamma only
occupations: fixed
spin: none
net charge: 0

Cell vectors (angstrom)
a	16.32	0	0
b	0	16.32	0
c	-4.377	2.32	33.9098

Atoms and the computed forces on them: element, x, y, z (angstrom), force x, y, z (eV/angstrom)
Si	-2.71	17.019	33.824	-0.074	0.148	0.766
Si	3.815	1.857	0.014	0.16	-0.335	0.745
Si	1.598	4.049	0.299	-0.23	-0.021	0.666
Si	4.359	6.615	0.387	-0.095	0.031	0.674
Si	-3.179	11.98	33.737	0.213	-0.172	0.724
Si	-0.457	14.821	33.772	0.115	-0.197	0.687
Si	2.736	17.108	33.724	-0.291	0.143	0.669
Si	9.693	1.086	0.065	-0.053	0.243	0.761
Si	6.533	4.453	0.264	0.083	-0.124	0.747
Si	9.231	7.113	0.122	0.049	-0.132	0.654
Si	6.99	9.174	0.492	0.177	0.021	0.523
Si	9.163	12.438	0.222	0.053	-0.007	0.739
Si	7.38	17.363	33.824	0.411	-0.063	0.697
Si	10.377	3.995	33.897	0.039	-0.181	0.716
Si	12.621	3.953	0.12	-0.247	-0.054	0.632
Si	14.566	6.968	0.105	0.262	0.044	0.726
Si	7.949	11.498	33.852	-0.038	0.267	0.695
Si	10.904	14.225	33.734	-0.138	0.121	0.772
Si	2.766	16.373	1.195	0.007	0.006	-0.032
Si	5.407	2.797	1.46	-0.011	-0.005	-0.087
Si	2.781	5.477	1.65	0.009	0.012	-0.014
Si	5.529	8.009	1.804	-0.013	-0.005	0.026
Si	2.774	10.851	1.173	0.005	-0.012	-0.021
Si	5.465	13.683	1.184	0.018	0.004	-0.026
Si	8.13	16.286	1.354	-0.008	-0.033	-0.064
Si	10.926	2.724	1.248	-0.018	0.001	-0.062
Si	8.168	5.522	1.501	0	0.004	-0.068
Si	10.836	8.179	1.446	0.017	-0.008	-0.038
Si	8.099	10.892	1.577	0.01	-0.014	0.005
Si	10.776	13.593	1.452	0.004	0.021	-0.048
Si	13.547	16.247	1.087	-0.029	0.028	-0.038
Si	-0.04	2.784	1.407	-0.008	0.013	-0.016
Si	13.604	5.454	1.59	-0.014	0.018	-0.038
Si	-0.017	8.149	1.212	-0.024	-0.007	-0.035
Si	13.582	10.844	1.129	0.004	-0.017	-0.055
Si	0.06	13.519	1.191	0.033	-0.01	-0.043
Si	1.353	1.332	2.646	0.026	0.012	0.008
Si	4.116	4.078	2.938	0.018	-0.014	0.051
Si	1.298	6.877	2.745	-0.019	0.022	0.023
Si	4.051	9.556	2.731	-0.03	0.007	0.008
Si	1.406	12.188	2.613	-0.007	-0.011	0.01
Si	4.128	15.032	2.6	-0.023	0.002	0.024
Si	6.785	1.356	2.697	0.005	0.02	0.019
Si	9.566	4.051	2.677	0.005	0.003	0.025
Si	6.9	6.704	3.073	0.036	-0.017	0.05
Si	9.562	9.573	2.844	-0.005	-0.018	0.016
Si	6.677	12.305	2.743	-0.027	0.023	0.001
Si	9.454	14.97	2.799	0.001	0.022	0.026
Si	12.258	1.309	2.608	0.03	-0.032	0.013
Si	15.01	4.111	2.856	0.004	-0.01	0.02
Si	12.145	6.785	2.824	0.004	0.002	0.019
Si	14.937	9.52	2.603	0	0.005	0.027
Si	12.275	12.206	2.611	-0.005	-0.033	-0.013
Si	14.962	14.928	2.497	0.015	0.028	-0.006
Si	-0.028	16.275	3.961	-0.003	-0.005	-0.006
Si	2.682	2.665	4.116	0.001	0.004	-0.031
Si	0.027	5.49	4.16	0.012	-0.009	0.021
Si	2.678	8.216	4.096	0.024	-0.017	0.007
Si	-0.005	10.872	3.995	0.003	-0.01	-0.032
Si	2.744	13.619	3.957	0.003	-0.016	-0.019
Si	5.439	16.324	4.065	-0.013	-0.014	0.005
Si	8.181	2.705	4.047	-0.016	0.019	-0.014
Si	5.468	5.38	4.317	0.011	-0.009	0.023
Si	8.233	8.2	4.239	-0.014	0.004	-0.017
Si	5.37	10.925	4.111	0.015	-0.001	0.01
Si	8.097	13.6	4.116	0.008	-0.01	0.003
Si	10.895	16.336	4.058	-0.016	0.016	-0.019
Si	13.591	2.668	4.054	-0.032	0.009	-0.027
Si	10.838	5.392	4.145	-0.02	0.017	0.004
Si	13.597	8.18	4.053	0.022	-0.001	-0.026
Si	10.957	10.923	4.11	-0.006	0.013	0.003
Si	13.629	13.6	3.949	0.001	-0.002	0.002
Si	1.363	14.976	16.311	0.007	0.01	-0.013
Si	4.058	1.388	16.374	0.002	0.01	-0.005
Si	1.372	4.088	16.363	-0.002	0.01	-0.006
Si	4.061	6.757	16.327	0.005	-0.006	-0.008
Si	1.366	9.495	16.288	0.003	-0.003	-0.017
Si	4.077	12.223	16.305	0.002	-0.001	-0.009
Si	6.799	14.983	16.321	0.016	-0.002	-0.008
Si	9.523	1.371	16.304	0	-0.009	-0.021
Si	6.77	4.082	16.325	0.002	-0.003	-0.009
Si	9.501	6.808	16.328	0.001	-0.004	-0.007
Si	6.801	9.517	16.335	-0.01	0.017	-0.004
Si	9.529	12.235	16.307	0.003	-0.012	-0.004
Si	12.262	14.966	16.294	-0.002	-0.012	-0.015
Si	-1.361	1.351	16.316	0.003	-0.003	-0.002
Si	12.259	4.077	16.318	0	0.006	-0.006
Si	-1.338	6.763	16.332	-0.003	0	-0.017
Si	12.238	9.523	16.281	-0.003	-0.005	-0.017
Si	-1.37	12.252	16.294	-0.008	0.011	-0.009
Si	2.694	16.322	17.716	-0.013	-0.005	0.016
Si	5.422	2.757	17.742	0.003	-0.005	0.002
Si	2.724	5.433	17.772	-0.003	0.008	0.009
Si	5.419	8.125	17.648	0.009	0.016	0.004
Si	2.691	10.868	17.646	0.005	-0.017	0.015
Si	5.433	13.6	17.645	-0.016	0.007	-0.005
Si	8.144	16.374	17.675	-0.005	-0.001	0.013
Si	10.914	2.698	17.661	-0.008	-0.009	0.003
Si	8.118	5.446	17.674	0.004	0.028	0.019
Si	10.86	8.207	17.652	-0.015	0.014	-0.006
Si	8.189	10.873	17.689	0.013	-0.007	-0.011
Si	10.914	13.598	17.629	-0.011	0.012	0.022
Si	13.61	16.307	17.686	0.012	0	0.018
Si	-0.012	2.71	17.672	0.001	-0.002	0.005
Si	13.609	5.424	17.703	0.013	-0.013	0.029
Si	0.082	8.086	17.666	0.016	-0.005	-0.025
Si	13.633	10.838	17.632	-0.004	-0.01	0.02
Si	-0.05	13.661	17.643	0	0.003	-0.011
Si	1.261	1.324	19.074	-0.017	-0.002	-0.026
Si	4.069	4.088	19.17	0.022	-0.014	-0.007
Si	1.384	6.787	19.176	-0.004	0.004	-0.001
Si	4.01	9.439	18.982	-0.008	-0.03	-0.035
Si	1.309	12.29	18.927	-0.001	-0.004	-0.029
Si	4.102	14.954	19.028	0.004	0.002	-0.03
Si	6.785	1.399	19.092	0.003	0.003	-0.028
Si	9.52	4.061	18.952	-0.009	-0.01	-0.027
Si	6.763	6.812	19.061	-0.026	-0.018	-0.018
Si	9.522	9.516	19.097	0.004	-0.003	-0.014
Si	6.816	12.263	18.986	0.018	0.006	-0.018
Si	9.574	15.019	18.945	0.033	-0.017	-0.049
Si	12.286	1.357	19.051	-0.026	0.021	0.005
Si	-1.339	4.046	19.071	0.003	-0.006	-0.03
Si	12.239	6.87	18.973	0.016	0.009	-0.023
Si	-1.272	9.458	18.945	-0.014	0.02	-0.032
Si	12.261	12.192	18.963	0.011	0.031	-0.031
Si	-1.377	14.977	19.104	0.013	-0.015	-0.002
Si	-0.144	16.381	20.564	0.004	0.019	0.051
Si	2.675	2.627	20.416	-0.002	-0.002	0.065
Si	0.028	5.361	20.49	-0.019	-0.002	0.073
Si	2.717	8.178	20.572	0.024	0.023	0.072
Si	0.028	10.879	20.273	-0.024	-0.009	0.052
Si	2.617	13.649	20.299	-0.025	0.033	0.007
Si	5.448	16.293	20.446	0.022	-0.008	0.048
Si	8.211	2.767	20.409	0.003	-0.012	0.035
Si	5.403	5.518	20.527	0.006	0.029	0.054
Si	8.13	8.156	20.454	0.008	0.024	0.045
Si	5.412	10.835	20.197	0.005	-0.02	0.026
Si	8.199	13.679	20.267	0	0.006	0.066
Si	10.94	16.321	20.389	-0.027	-0.014	0.059
Si	13.61	2.697	20.459	0.001	-0.004	0.049
Si	10.833	5.493	20.233	-0.019	0.006	0.033
Si	-2.61	8.133	20.323	0.016	-0.019	0.04
Si	10.933	10.889	20.401	-0.035	-0.052	0.068
Si	13.619	13.504	20.362	-0.01	-0.027	0.08
Si	1.463	15.153	21.724	-0.164	-0.148	-0.728
Si	3.752	17.317	21.713	0.154	0.081	-0.719
Si	1.133	3.709	21.791	0.066	0.195	-0.771
Si	4.328	7.121	21.976	-0.222	-0.294	-0.738
Si	1.606	9.937	21.71	-0.068	-0.269	-0.675
Si	3.876	12.061	21.395	-0.019	0.041	-0.65
Si	7.206	15.279	21.66	-0.243	-0.099	-0.79
Si	9.431	17.543	21.716	0.185	0.194	-0.724
Si	7.056	4.355	21.701	-0.067	-0.092	-0.693
Si	9.308	6.509	21.685	0.055	0.251	-0.708
Si	6.497	9.374	21.653	0.245	0.082	-0.747
Si	9.747	12.559	21.575	-0.045	-0.233	-0.757
Si	12.037	14.646	21.628	0.112	0.156	-0.761
Si	-1.278	1.648	22.06	-0.249	-0.327	-0.696
Si	12.377	4.356	21.513	-0.064	-0.178	-0.788
Si	-1.632	6.48	21.715	0.269	0.201	-0.759
Si	12.61	9.722	21.6	-0.203	-0.039	-0.725
Si	-1.519	11.914	21.665	0.052	0.236	-0.787
Si	-0.211	13.6	23.94	0.01	-0.039	-0.185
Si	11.698	6.196	29.504	0.093	0.099	0.013
Si	3.979	6.108	24.991	0.036	0.091	-0.178
Si	8.95	5.814	28.23	0.015	0.032	0.029
Si	7.677	15.281	27.21	-0.002	-0.036	-0.003
Si	-0.988	8.598	26.539	0.092	-0.045	-0.054
Si	10.062	10.086	25.773	-0.015	0.1	-0.063
Si	11.551	17.28	29.326	0.082	0.062	0.032
Si	2.688	6.46	31.224	0.089	0.008	-0.013
Si	5.065	4.94	31.509	-0.041	-0.045	-0.141
Si	7.178	8.193	29.008	-0.021	-0.071	0.033
Si	11.007	2.823	23.911	-0.039	-0.182	-0.118
Si	9.817	13.268	28.449	0.075	-0.067	-0.01
Si	0.488	4.485	30.979	-0.05	-0.083	0.185
Si	-2.289	4.124	29.79	-0.154	-0.061	0.055
Si	0.729	16.564	28.573	-0.045	0.025	-0.021
Si	-2.495	10.698	27.588	0.056	-0.046	0.029
Si	2.644	14.309	28.357	-0.036	-0.002	0.068
Si	-2.087	17.84	27.932	0.058	0.019	-0.056
Si	6.428	7.598	32.058	0.059	0.161	0.054
Si	-3.08	14.75	24.485	-0.039	-0.118	-0.13
Si	7.358	15.672	31.053	-0.102	0.026	0.115
Si	6.406	14.907	24.617	-0.011	0.091	-0.153
Si	11.847	9.137	29.488	0.014	-0.075	-0.071
Si	8.515	10.619	23.441	-0.05	0.023	-0.034
Si	4.653	17.582	24.635	0.035	0.025	-0.149
Si	2.308	1.934	26.434	0.018	0.066	0.016
Si	4.518	8.3	27.306	-0.009	-0.065	0.051
Si	1.214	8.975	24.56	-0.087	0.14	0.031
Si	2.184	13.053	25.662	-0.021	-0.037	0
Si	0.996	12.777	32.108	-0.019	0.078	-0.049
Si	6.153	3.862	24.6	-0.074	-0.074	-0.149
Si	-1.158	10.65	31.836	-0.032	0.033	0.03
Si	1.507	4.341	24.733	0.037	-0.016	-0.114
Si	5.297	15.897	28.771	0.006	-0.103	0.084
Si	6.144	13.018	31.813	-0.031	-0.138	0.043
Si	4.543	12.748	24.095	0.045	0.068	-0.087
Si	-0.338	6.584	24.554	-0.017	-0.015	-0.078
Si	-4.011	2.668	31.725	0.013	-0.044	0.154
Si	2.247	18.266	30.715	0.035	-0.064	0.185
Si	9.214	10.238	28.669	0.067	0.007	0.049
Si	-2.756	17.613	24.964	0.185	0.083	-0.222
Si	10.612	8.505	23.449	0.012	-0.076	-0.066
Si	11.922	7.77	31.971	0.007	-0.044	0.027
Si	4.342	2.356	28.532	-0.097	-0.01	0.113
Si	6.868	3.71	29.355	0.06	-0.127	0.068
Si	-0.4	9.646	29.142	0.008	-0.069	0.031
Si	8.739	18.068	28.146	-0.016	0.126	0.152
Si	10.211	15.066	30.749	-0.028	0.018	0.147
Si	8.999	4.059	25.957	0.043	-0.035	0.016
Si	2.69	9.164	29.683	-0.012	-0.053	-0.038
Si	11.949	12.559	26.279	-0.091	-0.021	-0.052
Si	3.489	12.134	30.293	-0.04	-0.01	0.128
Si	3.631	10.481	25.6	-0.115	0.101	0.029
Si	1.352	14.941	5.343	0.012	0.006	0.002
Si	4.068	1.325	5.452	0.015	0.013	0.02
Si	1.368	4.076	5.47	0.015	0.009	0.01
Si	4.048	6.836	5.482	-0.015	0.025	-0.008
Si	1.318	9.553	5.445	-0.013	0.006	-0.005
Si	4.034	12.293	5.44	-0.023	0.004	-0.006
Si	6.774	14.977	5.464	0.002	-0.001	0.008
Si	9.537	1.363	5.43	0	-0.001	0.006
Si	6.858	3.997	5.54	-0.003	-0.013	0.021
Si	9.552	6.782	5.542	-0.006	-0.013	0.009
Si	6.778	9.57	5.467	0.004	0.02	0.006
Si	9.524	12.257	5.433	-0.012	0	0.005
Si	12.263	14.94	5.368	0.007	-0.004	-0.002
Si	14.966	1.314	5.388	0.023	0.012	-0.001
Si	12.246	4.038	5.442	-0.007	-0.021	0.006
Si	14.938	6.831	5.459	-0.006	0.003	0.004
Si	12.282	9.535	5.458	-0.002	-0.024	0.009
Si	14.972	12.252	5.359	-0.004	-0.007	0.001
Si	2.692	16.282	6.772	0.004	0	-0.008
Si	5.439	2.662	6.839	0.018	-0.003	0.007
Si	2.718	5.442	6.831	0.007	-0.018	0.002
Si	5.426	8.191	6.822	-0.005	0.006	0.007
Si	2.687	10.914	6.796	0	0.011	0.011
Si	5.415	13.615	6.813	0.001	-0.002	0
Si	8.166	16.328	6.796	-0.003	0.005	0.007
Si	10.88	2.711	6.816	-0.008	0.013	-0.005
Si	8.174	5.422	6.871	-0.003	0.003	0.001
Si	10.931	8.165	6.835	-0.004	-0.005	0.002
Si	8.167	10.904	6.811	0.002	-0.008	0.005
Si	10.893	13.618	6.774	0.002	-0.003	-0.004
Si	13.607	16.291	6.763	-0.007	0	-0.003
Si	-0.019	2.698	6.777	0.001	-0.002	-0.002
Si	13.594	5.43	6.794	0.004	0.005	-0.004
Si	-0.016	8.181	6.815	0.001	-0.007	0.001
Si	13.634	10.911	6.784	0.006	-0.007	-0.001
Si	0.007	13.597	6.744	-0.004	-0.003	-0.005
Si	1.352	1.345	8.135	0.008	-0.002	-0.006
Si	4.09	4.071	8.167	0.019	0.014	-0.002
Si	1.344	6.806	8.167	-0.006	0	-0.005
Si	4.058	9.553	8.162	0.003	0.001	-0.003
Si	1.34	12.259	8.16	0	-0.012	0.004
Si	4.055	14.959	8.17	0.003	-0.014	0.003
Si	6.808	1.331	8.194	-0.019	0	0
Si	9.541	4.066	8.205	0.005	0.005	0.004
Si	6.787	6.808	8.174	-0.003	-0.016	0.003
Si	9.527	9.524	8.159	-0.008	-0.011	-0.01
Si	6.796	12.259	8.163	0.004	0.011	-0.002
Si	9.531	14.967	8.149	0.003	0.01	-0.005
Si	12.251	1.336	8.143	-0.011	0.007	0
Si	14.955	4.066	8.147	-0.011	0.003	-0.004
Si	12.263	6.79	8.186	-0.004	0.002	-0.001
Si	14.961	9.543	8.173	0.007	0.001	0.004
Si	12.246	12.25	8.139	0.001	-0.004	-0.008
Si	14.97	14.946	8.128	0.007	-0.001	-0.008
Si	-0.002	16.31	9.503	-0.003	-0.001	-0.001
Si	2.714	2.706	9.504	0.004	-0.002	-0.004
Si	-0.011	5.433	9.514	0.008	-0.003	0
Si	2.712	8.169	9.518	0.005	0	-0.006
Si	0.002	10.891	9.531	-0.003	0.006	-0.001
Si	2.708	13.6	9.531	-0.002	0.004	-0.003
Si	5.43	16.303	9.534	0.011	-0.003	-0.001
Si	8.161	2.71	9.543	-0.009	0.006	-0.004
Si	5.438	5.437	9.53	-0.004	0.003	0.009
Si	8.165	8.165	9.521	0.009	0.004	-0.004
Si	5.435	10.895	9.523	0.001	0.001	-0.003
Si	8.163	13.613	9.515	-0.006	-0.004	-0.001
Si	10.884	16.321	9.518	-0.003	-0.003	-0.003
Si	13.598	2.708	9.509	-0.007	0.007	-0.004
Si	10.895	5.439	9.546	-0.003	0.002	0.005
Si	13.613	8.165	9.53	0.005	-0.011	-0.003
Si	10.888	10.888	9.509	-0.001	-0.005	-0.008
Si	13.607	13.601	9.505	0	-0.002	-0.001
Si	1.355	14.967	10.884	0.011	-0.008	0.001
Si	4.074	1.357	10.879	0.017	-0.004	-0.002
Si	1.357	4.072	10.862	-0.004	0.006	-0.001
Si	4.072	6.801	10.876	0.001	-0.003	0
Si	1.361	9.524	10.887	-0.003	0.007	-0.001
Si	4.077	12.246	10.891	-0.004	0.003	0.003
Si	6.798	14.955	10.892	-0.007	0.001	0.003
Si	9.523	1.352	10.894	0.001	0.01	-0.001
Si	6.801	4.081	10.891	0.009	0.004	0.004
Si	9.521	6.803	10.887	-0.008	-0.008	0.004
Si	6.799	9.526	10.874	-0.001	-0.008	-0.004
Si	9.521	12.244	10.867	-0.003	0.005	-0.009
Si	12.247	14.961	10.868	-0.007	0.001	-0.001
Si	-1.357	1.353	10.866	0.004	0.002	0
Si	12.251	4.068	10.889	0.001	0.003	0.003
Si	-1.356	6.795	10.886	-0.009	0.01	0.005
Si	12.237	9.52	10.876	-0.004	-0.004	-0.002
Si	-1.364	12.244	10.881	0.002	-0.014	0
Si	2.717	16.325	12.248	-0.007	0.008	0.002
Si	5.435	2.716	12.239	-0.012	0.006	-0.001
Si	2.712	5.433	12.226	0.003	-0.002	0.003
Si	5.442	8.157	12.23	0.003	0.005	0.003
Si	2.726	10.876	12.249	0.009	-0.012	0
Si	5.436	13.605	12.256	0.017	-0.005	0
Si	8.153	16.319	12.254	-0.008	-0.008	0.002
Si	10.878	2.721	12.248	-0.007	0.003	0.006
Si	8.159	5.445	12.248	0.003	0.003	0.007
Si	10.884	8.16	12.245	-0.003	0.003	0.001
Si	8.16	10.887	12.233	0.003	0.003	-0.001
Si	10.878	13.606	12.222	0.003	-0.009	-0.003
Si	13.602	16.321	12.232	-0.004	0	0.007
Si	0.004	2.714	12.227	0.004	0.004	0
Si	13.608	5.431	12.248	-0.003	-0.006	0.005
Si	0.002	8.157	12.243	0.012	-0.011	0.008
Si	13.599	10.875	12.235	-0.003	0.008	0.001
Si	0.001	13.599	12.238	-0.009	0.008	0
Si	1.364	1.376	13.604	-0.002	0	0.006
Si	4.067	4.072	13.589	0.008	0.004	0.004
Si	1.36	6.788	13.595	-0.003	0.006	0.01
Si	4.092	9.509	13.6	0.008	-0.009	0.001
Si	1.36	12.236	13.598	0.006	-0.003	-0.003
Si	4.077	14.972	13.616	0.001	0.004	0.003
Si	6.79	1.365	13.612	0.004	0.006	0.009
Si	9.519	4.088	13.608	-0.006	0.007	0.001
Si	6.789	6.799	13.604	-0.002	-0.001	0.003
Si	9.515	9.521	13.592	-0.003	0	0.009
Si	6.803	12.243	13.603	-0.009	-0.006	0.005
Si	9.521	14.954	13.598	0.007	-0.005	-0.001
Si	12.24	1.358	13.596	-0.003	0.002	0.003
Si	-1.346	4.066	13.6	0.008	0.004	0
Si	12.242	6.79	13.605	0.006	-0.007	0.003
Si	-1.366	9.512	13.6	-0.015	0.008	0.003
Si	12.237	12.247	13.575	-0.015	0	-0.011
Si	-1.351	14.966	13.589	0.008	-0.01	0.005
Si	0.006	16.33	14.949	-0.001	0	-0.005
Si	2.719	2.734	14.981	0.005	0.014	-0.002
Si	0.016	5.42	14.964	0	-0.005	0.005
Si	2.733	8.137	14.948	0.01	-0.002	-0.002
Si	-0.004	10.874	14.953	0.005	-0.004	0.003
Si	2.714	13.597	14.961	-0.004	-0.013	0
Si	5.42	16.346	14.988	-0.01	-0.004	0.006
Si	8.152	2.735	14.965	0.001	0.011	0
Si	5.42	5.425	14.948	-0.007	-0.001	-0.004
Si	8.152	8.164	14.957	0.003	0.004	0.01
Si	5.452	10.873	14.958	0	-0.011	-0.005
Si	8.158	13.606	14.966	0.003	-0.004	-0.005
Si	10.879	16.318	14.952	-0.005	0.003	-0.002
Si	13.604	2.712	14.954	-0.002	-0.004	-0.004
Si	10.878	5.443	14.978	-0.008	-0.004	-0.004
Si	13.613	8.136	14.968	-0.003	0.004	0
Si	10.882	10.889	14.931	0.007	0.012	0.001
Si	13.601	13.603	14.927	-0.003	0.003	-0.003
O	-3.5	17.148	28.339	0.021	-0.348	-0.441
O	11.143	11.286	25.685	-0.01	-0.155	-0.263
O	-3.237	7.341	32.987	0.248	0.549	-0.307
O	1.892	4.167	23.163	0.403	0.011	0.022
O	-0.711	12.389	22.995	0.22	-0.397	0.171
O	8.932	12.072	22.903	-0.084	0.464	0.261
O	-0.638	9.789	33.081	0.056	0.1	-0.126
O	4.208	7.204	26.161	-0.166	0.089	0.035
O	3.054	13.341	24.331	-0.107	0.168	-0.39
O	8.27	16.455	22.069	0.091	0.174	0.136
O	5.258	5.135	24.97	0.279	0.051	0.342
O	5.927	7.975	28.018	-0.006	-0.371	-0.172
O	0.727	14.582	23.062	0.127	0.143	0.241
O	3.855	5.504	30.568	0.112	-0.24	-0.421
O	6.859	14.654	23.104	0.174	-0.281	0.19
O	10.658	8.358	32.765	-0.389	-0.145	-0.323
O	10.305	14.837	32.345	-0.347	0.249	-0.126
O	8.207	5.418	22.218	-0.194	0.106	0.292
O	3.463	10.517	30.138	0.368	-0.112	0.141
O	7.817	7.315	32.833	0.43	0.455	-0.325
O	11.867	7.657	28.787	-0.056	0.026	-0.55
O	7.459	16.46	32.461	-0.007	-0.086	-0.049
O	2.785	11.028	22.082	-0.08	0.055	0.283
O	8.786	14.344	27.868	0.127	-0.03	0.192
O	6.691	7.83	30.497	-0.158	0.08	0.03
O	10.117	7.035	23.016	0.185	-0.452	0.456
O	11.207	3.454	32.6	-0.099	-0.065	-0.301
O	6.387	18.602	33.451	0.094	0.142	-0.193
O	1.41	12.138	33.517	-0.408	0.117	0.102
O	8.83	15.863	30.401	-0.029	0.219	-0.212
O	-0.055	2.702	22.308	-0.132	0.218	0.129
O	4.522	3.921	32.64	-0.264	0.057	-0.179
O	9.294	5.149	33.428	-0.028	0.154	-0.584
O	9.114	11.831	28.556	-0.283	0.006	0.152
O	0.126	3.962	32.47	0.355	-0.362	-0.121
O	8.449	7.319	28.514	0.447	0.193	-0.225
O	7.596	4.095	25.216	0.071	0.234	-0.086
O	5.01	12.479	30.779	0.34	-0.162	-0.349
O	12.07	8.858	22.876	0.486	-0.05	0.489
O	5.577	13.577	24.997	0.19	-0.173	0.619
O	-1.865	17.655	23.577	0.22	0.137	0.116
O	7.067	11.871	32.508	-0.056	-0.246	-0.393
O	11.511	6.472	31.096	-0.058	-0.501	0.445
O	-2.836	5.432	22.033	-0.189	-0.189	0.475
O	11.452	15.94	30.215	0.552	-0.293	0.068
O	9.222	5.498	26.668	0.202	0.292	-0.268
O	7.733	9.712	29.023	-0.341	0.544	-0.101
O	11.636	2.204	30.345	-0.3	0.326	-0.151
O	12.016	13.095	33.293	0.023	-0.19	-0.149
O	2.877	6.265	32.816	0.557	-0.481	-0.102
O	1.011	7.834	33.664	-0.057	-0.158	-0.602
O	-3.859	8.922	30.972	0.542	0.364	0.06
O	0.034	5.035	24.79	-0.442	-0.485	0.091
O	10.615	8.754	25.036	0.378	-0.32	0.299
O	11.629	3.815	22.828	-0.146	0.232	0.111
O	-1.525	14.338	24.485	-0.049	0.196	0.512
O	1.417	2.947	25.543	-0.513	-0.224	-0.128
O	3.716	2.091	30.018	0.218	-0.094	0.238
O	-3.425	17.716	32.533	-0.267	-0.332	-0.1
O	7.048	10.201	22.954	-0.215	0.264	0.534
O	-1.738	5.265	33.618	-0.023	0.006	-0.284
O	-2.963	12.066	26.903	0.465	0.225	-0.133
O	6.213	14.946	27.837	-0.261	-0.542	-0.208
O	2.392	12.787	31.305	0.251	0.171	-0.042
O	-2.798	3.624	31.254	0.348	0.169	0.469
O	-1.144	6.922	23.202	0.066	0.517	0.332
O	7.657	15.029	25.617	0.582	-0.283	-0.331
O	3.801	15.885	33.445	0.029	-0.041	-0.359
O	-1.178	7.17	25.812	-0.526	-0.313	0.227
O	10.251	13.666	29.952	0.163	-0.298	0.085
O	-3.338	5.24	29.24	-0.063	-0.092	-0.248
O	-1.195	9.646	30.56	-0.43	-0.326	-0.025
O	0.841	9.616	23.122	-0.48	0.067	0.185
O	1.18	9.671	29.408	0.104	0.159	0.096
O	3.83	6.691	23.472	-0.078	0.212	0.247
O	3.831	15.242	28.957	-0.121	0.126	0.466
O	-0.811	4.699	30.057	0.014	0.333	-0.261
O	-0.108	11.821	31.42	-0.065	0.205	-0.399
O	2.781	8.029	30.84	0.167	0.256	0.397
O	2.362	17.781	32.27	0.027	-0.006	0.055
O	7.721	4.909	28.735	-0.213	0.226	-0.024
O	5.45	8.279	22.253	0.071	0.002	0.383
O	-0.666	8.386	28.131	0.197	-0.58	0.44
O	7.839	2.394	29.36	0.118	-0.249	0.332
O	3.283	17.417	25.462	-0.278	-0.56	-0.132
O	6.102	16.19	30.162	-0.077	0.189	0.311
O	9.56	9.556	22.79	-0.127	-0.093	-0.35
O	0.311	14.221	32.431	0.146	0.097	-0.355
O	12.203	2.119	24.72	-0.181	0.052	0.46
O	11.088	13.239	27.457	0.032	0.519	0.212
O	6.34	3.697	23.002	-0.258	-0.369	-0.128
O	-2.007	18.119	26.322	0.19	0.352	-0.117
O	9.719	9.651	27.258	0.198	-0.412	0.052
O	-2.541	11.347	32.352	-0.334	-0.07	-0.381
O	8.966	2.904	27.065	0.149	-0.112	-0.039
O	5.377	13.857	32.937	-0.193	-0.062	-0.085
O	10.854	13.628	22.114	-0.155	0.041	0.518
O	5.5	2.514	25.202	0.135	-0.176	0.292
O	2.609	11.583	26.22	-0.275	-0.225	0.354
O	8.69	10.568	25.04	-0.616	0.057	0.25
O	4.328	1.613	23.094	0.156	0.305	0.026
O	5.03	17.303	28.032	0.385	0.039	-0.263
O	5.604	6.242	32.284	-0.105	-0.126	0.631
O	3.178	2.789	27.504	-0.12	0.731	-0.1
O	10.344	9.722	29.708	-0.113	0.004	0.506
O	1.195	14.996	28.707	-0.27	-0.396	0.331
O	-1.054	10.911	28.327	0.331	0.699	-0.116
O	5.512	3.464	28.504	-0.242	0.495	-0.629
O	3.015	12.828	28.906	-0.171	-0.192	-0.368
O	7.18	14.06	31.141	0.505	-0.343	-0.407
O	12.768	15.144	22.989	0.069	0.592	-0.047
O	2.666	5.251	25.385	-0.028	-0.094	0.463
O	-0.865	16.871	28.428	-0.124	-0.184	-0.01
O	-3.187	16.101	25.336	-0.243	-0.128	0.781
O	10.061	1.752	23.133	-0.076	-0.157	0.463
O	4.605	9.78	26.663	0.521	0.418	0.172
O	1.31	17.219	29.928	-0.043	-0.234	0.212
O	10.168	3.737	24.919	0.109	0.419	0.091
O	5.487	16.219	24.732	-0.222	0.094	0.412
O	0.631	13.083	25.221	-0.236	-0.121	0.432
O	5.58	8.825	32.691	-0.118	0.193	-0.33
O	10.336	5.496	28.997	0.1	-0.626	0.037
O	-2.642	10.828	22.167	0.026	0.033	0.428
O	4.593	11.201	24.535	0.237	-0.346	-0.357
O	6.316	4.201	30.794	0.228	0.053	0.119
O	7.945	16.838	27.492	-0.414	0.167	-0.443
O	9.076	10.365	33.445	0.055	-0.004	-0.329
O	1.079	7.37	24.44	0.652	-0.351	-0.328
O	3.313	8.416	28.387	-0.371	-0.486	0.067
O	-2.086	2.942	28.707	0.071	0.147	-0.075
O	12.29	13.606	25.105	-0.08	0.033	-0.333
O	2.592	14.165	26.75	0.026	0.291	-0.193
O	-3.622	10.207	28.646	-0.014	0.216	0.28
O	3.705	10.548	33.578	0.107	-0.008	-0.492
O	-2.313	9.527	26.472	-0.416	0.103	-0.687
O	-1.593	15.923	33.289	0.069	0.019	-0.239
O	1.538	3.373	30.488	0.102	0.089	-0.245
O	2.735	9.337	24.903	0.24	-0.155	0.092
O	4.804	12.825	22.513	0.578	0.451	0.029
O	1.397	17.203	27.241	0.005	-0.187	-0.412
O	0.201	9.406	25.753	0.064	0.554	0.278
O	10.199	17.517	28.506	-0.093	-0.28	-0.471
O	1.219	5.921	30.862	-0.57	0.561	-0.362
O	2.648	16.189	22.18	0.113	0.065	0.49

Results
total energy: -101654.867 eV
total energy less fixed offsets of O -438.35, Si -107.03 eV per atom: -1.667 eV
